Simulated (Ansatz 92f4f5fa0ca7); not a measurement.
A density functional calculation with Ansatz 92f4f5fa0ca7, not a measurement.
Periodic cell of 237 atoms, Si146O90B1, from a study of silicon, its oxide and their interface. The atomic structure is a simulated model.
Doubt: the cutoff is far below the 930 eV that the study's wrapper takes by default for these files, so forces and energies are approximate.
This geometry differs little from another in the collection (a relaxation step or a small displacement).

Settings: functional PBE; potential files Ansatz PAW; basis plane waves; wave-function cutoff 580 eV; density cutoff ratio 5; exchange-correlation grid ratio 1; k mesh 1 x 1 x 1, Gamma-centred; self-consistency stop 5e-08 eV per atom in the density residual; occupations fixed; spin none; net charge -1 e, with a uniform compensating background and no finite-size correction.

Cell vectors (angstrom)
a 11.6015 0 0
b 0 10.938 0
c 0 0 32.0622

Atoms: element, x, y, z (angstrom)
Si -0.1369 -0.0066 23.3286
Si 3.6224 0.2726 23.1494
Si 7.5432 -0.1482 23.4683
Si 1.7132 1.5437 23.6457
Si 5.728 1.3933 23.2164
Si 9.4458 1.2043 23.3764
Si 0.1626 5.2846 23.5195
Si 4.0908 5.2232 23.4606
Si 8.0274 5.5992 23.6037
Si 2.156 6.5662 23.397
Si 5.9439 6.7185 23.5201
Si 10.0119 6.8502 23.6696
B 1.8887 2.6639 25.3641
Si 5.7649 2.6665 25.2614
Si 9.6782 2.6837 25.2596
Si 11.7952 3.8328 25.3652
Si 3.6697 3.7934 25.3126
Si 7.7403 4.0622 25.3702
Si 1.9653 8.1589 25.1962
Si 5.754 8.175 25.3586
Si 9.7035 8.2699 25.4701
Si 11.6274 9.5712 25.2828
Si 3.8507 9.6094 25.0674
Si 7.6789 9.5112 25.4281
Si 11.684 0.0443 27.1883
Si 3.8423 0.0117 27.082
Si 7.7491 -0.0177 27.2946
Si 1.9625 1.4809 27.0329
Si 5.8151 1.314 27.1897
Si 9.6913 1.3201 27.1961
Si 11.6035 5.4039 27.163
Si 3.8146 5.3625 27.1452
Si 7.7038 5.4581 27.2677
Si 1.9266 6.7985 27.1587
Si 5.7263 6.7616 27.2384
Si 9.6694 6.7758 27.2808
Si 1.9363 2.7045 29.087
Si 5.7818 2.7224 29.1083
Si 9.677 2.7271 29.1231
Si 0.0155 4.0929 29.1313
Si 3.8461 4.089 29.1396
Si 7.7252 4.0793 29.1768
Si 1.9322 8.1862 29.0922
Si 5.7643 8.1799 29.1387
Si 9.6864 8.1853 29.1828
Si 0.0143 9.5753 29.1118
Si 3.8482 9.5799 29.057
Si 7.727 9.5192 29.1835
Si -0.0018 -0.0035 31.065
Si 3.8506 -0.0008 31.028
Si 7.7231 -0.0063 31.0875
Si 1.9236 1.3709 31.047
Si 5.7886 1.361 31.0395
Si 9.6606 1.357 31.0639
Si 0.0054 5.4661 31.0638
Si 3.8611 5.4737 31.0696
Si 7.7331 5.4754 31.0993
Si 1.9321 6.844 31.0476
Si 5.7899 6.8384 31.085
Si 9.6784 6.8319 31.1202
Si 1.926 2.7453 0.9358
Si 5.7917 2.7458 0.9032
Si 9.6593 2.7332 0.9438
Si -0.0158 4.1064 0.9332
Si 3.8592 4.1155 0.9483
Si 7.7329 4.1141 0.975
Si 1.9248 8.2152 0.9241
Si 5.7896 8.2272 0.9424
Si 9.6644 8.2214 0.9862
Si -0.006 9.5929 0.9604
Si 3.8527 9.5933 0.9316
Si 7.7313 9.5802 0.9676
Si 11.6054 0.0364 2.901
Si 3.8509 0.0249 2.8887
Si 7.7359 0.0246 2.8871
Si 1.9299 1.4063 2.8919
Si 5.8071 1.3711 2.8157
Si 9.656 1.3899 2.9028
Si 11.5624 5.4987 2.8487
Si 3.8721 5.4955 2.8877
Si 7.7326 5.5141 2.9051
Si 1.9088 6.8242 2.8393
Si 5.8037 6.8636 2.867
Si 9.6578 6.8994 2.951
Si 1.9104 2.8309 4.8004
Si 5.8327 2.7266 4.7289
Si 9.5951 2.7964 4.8219
Si 11.5383 4.1358 4.7667
Si 3.9146 4.1015 4.806
Si 7.7137 4.2075 4.8732
Si 1.8853 8.1481 4.7847
Si 5.8039 8.26 4.7723
Si 9.6591 8.3203 4.8939
Si 11.6302 9.6562 4.8701
Si 3.8145 9.4907 4.7692
Si 7.7198 9.6779 4.8745
Si 11.5947 0.2304 6.7623
Si 3.7544 -0.0531 6.6394
Si 7.7089 0.0527 6.8978
Si 2.0479 1.5037 6.7397
Si 5.712 1.2769 6.6039
Si 9.6429 1.5203 6.8202
Si 11.5214 5.4985 6.6868
Si 3.9778 5.4291 6.7762
Si 7.7316 5.6706 6.8187
Si 1.9716 6.6431 6.6369
Si 5.8061 6.9773 6.7329
Si 9.7493 7.0412 6.8979
O 9.9886 7.9774 8.2899
O 7.6508 9.9367 8.2188
O 7.3926 4.7426 8.1674
O 3.3874 10.3493 8.199
O 2.0324 7.549 8.0191
O 4.0053 4.5814 8.2365
O 9.78 2.4471 8.2152
O 2.6167 2.3356 8.1077
O 11.3853 4.5766 8.0655
O 5.3665 2.3605 7.8138
O 5.8101 7.9759 8.0817
O 11.3228 10.3154 8.1513
O 11.3638 10.0892 21.859
O 3.1655 10.7958 21.563
O 5.7844 7.6558 22.1416
O 4.2435 4.4534 21.9595
O 7.6361 9.6379 22.2344
O 10.3448 7.6794 22.2663
O 1.6126 2.509 22.2703
O 5.9569 2.4212 21.8971
O 8.431 4.6871 22.2665
O -0.0924 4.5174 22.0332
O 2.3559 7.3408 21.9421
O 9.1192 1.8613 21.873
Si 1.9069 7.7808 9.5992
Si 5.0594 0.5743 17.746
Si 2.5042 5.4338 14.0253
Si 10.5762 3.8648 14.0676
Si 8.2772 2.4033 15.2642
Si 9.5936 2.2703 20.379
Si 10.5048 3.6506 9.0656
Si 0.029 2.321 11.5655
Si 11.0399 8.1283 15.4006
Si 5.1734 6.9483 13.9996
Si 5.7554 2.6063 11.1105
Si 8.5811 7.7153 19.4674
Si 8.1414 4.8579 20.682
Si 5.9493 9.5929 15.2526
Si 2.0883 7.63 20.3742
Si 1.9354 4.8861 18.8294
Si 4.5049 3.4389 18.0446
Si 8.5446 8.9345 16.8679
Si 0.8304 9.4844 13.2947
Si 9.9098 10.6527 11.717
Si 5.3697 3.6965 21.0465
Si 0.6156 5.514 16.2815
Si 10.7785 9.1504 9.1338
Si 6.5226 8.8565 21.3291
Si 7.1214 7.1026 11.4868
Si 2.6732 0.7412 12.2068
Si 10.9033 8.6945 21.1304
Si 6.0293 4.3288 15.643
Si 7.095 0.4981 12.9848
Si 4.0627 2.974 8.5787
Si 0.8829 6.7435 11.8968
Si 6.5686 9.0389 9.0703
Si 0.6855 3.3207 21.2246
Si 9.8068 6.5072 12.8987
Si 7.7129 4.5328 9.7466
Si 3.9288 10.101 20.2886
Si 4.2703 3.0423 13.5231
Si 3.8534 10.0103 9.7291
Si 8.0844 0.8028 18.0583
O 11.5064 3.2235 12.9058
O 9.3377 4.4726 9.8772
O 8.8954 3.6594 19.9002
O 4.0546 -0.0444 18.8675
O 11.3602 4.5352 15.3162
O 9.856 9.7982 10.3198
O 3.7613 1.5413 13.1303
O 0.662 9.0593 14.8598
O 6.5039 0.9546 18.4335
O 4.7753 3.1628 19.6268
O 6.2461 1.1706 11.7495
O 0.5305 8.618 9.8629
O 5.6348 4.3241 17.2328
O 8.4495 7.1958 12.3979
O 4.4128 2.6309 10.1461
O 2.099 5.6378 15.5879
O 3.3733 0.0687 10.9079
O 5.8962 7.2266 12.5551
O 2.3109 6.3641 19.3815
O 0.6705 4.9309 17.7936
O 8.415 10.6889 12.3692
O 5.4737 10.0539 9.7151
O 0.5559 8.1448 20.2429
O 9.7806 2.6189 14.7225
O 1.9987 10.5982 13.2142
O 9.968 9.0982 16.1128
O 6.1848 10.3748 13.8307
O 7.4894 1.6382 14.0709
O 1.66 3.9204 20.0828
O 5.8964 5.7923 14.9199
O 7.3599 8.9401 15.7584
O 1.5076 1.6775 11.5966
O 7.2053 8.2733 10.3572
O 4.3636 1.9828 17.3037
O 7.0414 3.1522 10.2796
O 11.5745 7.0023 16.4333
O 8.3612 10.1715 17.8672
O 3.2514 8.542 10.1015
O 7.5816 3.8549 15.519
O 3.1395 4.2885 17.9276
O 2.92 3.9119 13.6777
O 1.3354 8.2104 12.4331
O 1.2154 5.693 13.0784
O 5.007 8.3158 14.8768
O 11.2184 2.3798 20.4128
O 10.9782 9.9924 12.7539
O 5.3013 3.5698 12.3586
O 5.0858 3.1979 14.9181
O 6.5164 4.7693 20.5592
O 8.3587 1.5674 16.6471
O 10.4086 1.2434 11.4573
O 10.8781 6.6049 11.6642
O 3.1725 8.7294 19.8777
O 1.7184 6.4363 10.5226
O 7.1356 8.2589 19.9573
O 8.5557 7.6116 17.8276
O 3.6766 6.4631 13.6188
O 9.577 4.962 13.3697
O 5.4395 9.9502 20.8549
O 10.3362 7.3732 14.1522
O 8.7648 6.2171 20.0582
O 7.0705 5.6969 10.6755
O 5.2823 10.534 16.4279
O 9.0993 1.2185 19.2444
O 11.5688 3.1722 10.1875
O 9.719 8.7598 20.0021

Results
free energy: -144147.043 eV
free energy less fixed offsets of B -154.04, O -568.88, Si -635.61 eV per atom: 5.257 eV

Forces (eV/angstrom), in the order of the atoms: element, x, y, z
Si -0.0054 -0.0067 -0.002
Si 0.0095 -0.0042 -0.0062
Si -0.0009 -0.008 -0.0012
Si -0.009 0.006 -0.0035
Si -0.0006 0.0061 -0.0005
Si 0.0071 0.0095 -0.0033
Si 0.005 -0.004 0
Si 0.006 -0.0083 0.001
Si -0.0015 -0.0015 -0.0015
Si -0.0057 0.0008 0.0007
Si -0.0009 0.0011 -0.0022
Si 0.0008 0.0001 -0.0011
B -0.0065 0.0235 -0.0153
Si 0.0091 -0.0048 -0.0019
Si -0.0104 -0.0047 0
Si 0.0182 -0.0074 -0.0137
Si -0.016 0.0138 -0.0007
Si 0.0029 -0.0005 -0.0025
Si -0.0016 0.0006 0.001
Si 0.0024 -0.0005 -0.0034
Si 0.0003 0.0005 -0.003
Si 0.0043 0.0035 0.0021
Si -0.0033 0.0003 0.0051
Si -0.0034 0.0003 0.0008
Si 0.0031 -0.0026 -0.0042
Si 0.0001 -0.0026 -0.0044
Si 0.0005 -0.0019 -0.0015
Si -0.0014 -0.0106 0.0219
Si 0.0004 0.0032 0.0031
Si -0.0016 0.0045 0.0018
Si 0.0015 0.0039 0.0123
Si -0.0013 -0.0053 0.0015
Si -0.0018 -0.0008 0.0009
Si 0.0016 0.0007 -0.0029
Si -0.0021 0.001 0.0007
Si 0.002 -0.0018 -0.0013
Si 0.0017 0.0022 -0.0028
Si -0.0006 0.0003 -0.0012
Si 0.0007 -0.0004 -0.0019
Si -0.001 0.0009 -0.0006
Si -0.0005 0.0011 -0.001
Si -0.0006 0.0001 0.0024
Si -0.0015 -0.0014 -0.0001
Si -0.0009 -0.0007 0.0008
Si -0.0009 0.001 0.0033
Si 0.0013 -0.0002 0.0004
Si 0.0005 -0.0014 -0.0009
Si 0.0005 0.0004 0.0003
Si -0.0007 0.0009 0.0007
Si 0.0003 0.0023 0.0004
Si -0.0002 0.0002 0.0001
Si -0.0006 -0.0019 -0.001
Si 0.0006 -0.0006 0
Si 0 -0.0004 0.0004
Si 0.0004 0.0002 0
Si -0.0001 -0.0003 -0.0005
Si -0.0003 -0.0002 -0.0001
Si 0.0001 -0.0006 0.0007
Si -0.0003 0 -0.0006
Si -0.0001 -0.0009 -0.0005
Si 0.0005 0.0006 0.0014
Si -0.0009 0.0001 -0.0002
Si 0.0002 0.0003 0.0007
Si -0.0014 -0.0002 -0.0013
Si 0.0005 -0.0001 -0.0003
Si 0.0007 0.0002 -0.0003
Si -0.0001 0.0006 -0.0013
Si 0.0004 0.0005 -0.0007
Si -0.0004 0.0012 0.0004
Si -0.0002 -0.0003 0.0008
Si -0.0001 -0.0014 0.0011
Si 0.0001 -0.0006 -0.0001
Si -0.0005 0.0002 0.0002
Si 0.0001 0.0009 0.0002
Si 0.0002 0.0007 0.0008
Si -0.0001 -0.0006 -0.0009
Si 0 -0.0009 -0.0008
Si 0.0003 -0.0002 -0.0004
Si 0.0001 0 0.0002
Si 0 -0.0002 0.0001
Si -0.0001 -0.0006 -0.0004
Si 0.0004 -0.0003 0.0009
Si -0.0002 -0.0001 0.0006
Si -0.0002 0 0.0002
Si 0 0.0016 -0.0001
Si 0 0.001 0.0008
Si -0.0004 0.0009 -0.0005
Si 0.0003 -0.0008 0.0007
Si -0.0005 -0.0013 -0.0009
Si 0.0002 -0.0007 -0.0002
Si -0.0002 0.0013 -0.0001
Si -0.0004 0.0013 -0.0001
Si 0.0003 0.0013 -0.0003
Si -0.0005 -0.0009 0.0001
Si 0.0001 -0.0018 -0.0004
Si -0.0003 -0.0013 -0.0003
Si 0.0002 -0.002 0.0007
Si 0 -0.002 0.0021
Si -0.0005 -0.0021 0.0011
Si -0.0004 0.0012 0.0019
Si 0.0004 0.002 0.0004
Si 0.0005 0.0019 0.0015
Si 0 -0.002 0.0008
Si 0.0006 -0.0011 0.0021
Si -0.0003 -0.0016 0.0014
Si -0.0009 0.0019 0.0005
Si 0.0002 0.0018 0.0008
Si 0.0006 0.0019 0.0008
O -0.0008 -0.0017 -0.0015
O 0.0008 0.0011 -0.001
O 0 0.0009 -0.0015
O 0.0001 0.0009 -0.0024
O 0.0007 -0.0013 -0.0022
O -0.0001 0.001 -0.0014
O -0.0004 -0.0018 -0.0016
O -0.0008 -0.0008 -0.0012
O 0.0005 0.001 -0.001
O 0.0008 -0.0011 -0.001
O -0.0004 -0.0016 -0.0014
O 0.0004 0.0013 -0.001
O 0.0014 0.0009 0.0012
O -0.0015 0.003 0.0056
O 0.003 0.0009 0.0015
O -0.0024 0.0014 0.0011
O 0.0014 0.0043 0.0028
O -0.0019 -0.0002 0.0023
O 0.002 -0.0064 0.0067
O 0 -0.0046 0.0028
O -0.0001 0.0003 0.0005
O -0.0002 0.0003 0.0004
O 0.0016 -0.0019 0.0044
O -0.0011 -0.0032 0.0029
Si 0 -0.0004 0.0023
Si 0.0017 0.0008 -0.0019
Si 0.0008 -0.0002 -0.0006
Si -0.0001 -0.0004 -0.0004
Si 0.0001 -0.0001 -0.0009
Si -0.0009 0.0005 -0.0027
Si 0.0002 0.0003 0.0021
Si 0.0003 -0.0005 0.0006
Si 0.0006 -0.0001 -0.0005
Si -0.0001 0.0003 -0.0001
Si 0.0004 -0.0005 0.0008
Si -0.0007 0 -0.0022
Si -0.0003 -0.0003 -0.001
Si 0.0001 -0.0002 -0.0008
Si -0.0008 -0.0006 -0.0052
Si 0.0001 0.0002 -0.0017
Si 0.0011 0.0001 -0.0012
Si 0.0003 0.0008 -0.0003
Si 0.0003 0.0001 -0.0003
Si 0.0001 0.0003 0.0004
Si 0.0002 0.0038 -0.0037
Si 0 0.0004 -0.0012
Si 0.0005 0.0003 0.0022
Si -0.0016 -0.0042 -0.0036
Si -0.0003 -0.0001 0.0006
Si 0 0.0002 0.0003
Si 0.0009 -0.0015 -0.0037
Si 0.0004 0 -0.0008
Si 0 0.0003 0.0004
Si 0.0003 -0.0007 0.002
Si -0.0002 0 -0.0001
Si -0.0001 0.0002 0.0021
Si -0.0041 0.0022 -0.0041
Si 0.0005 -0.0002 -0.0002
Si -0.0002 -0.0002 0.0015
Si 0.0034 -0.0024 -0.0053
Si -0.0004 0.0005 -0.0002
Si 0.0002 -0.0001 0.0017
Si -0.0002 -0.0003 -0.0019
O 0.0003 -0.0004 -0.0001
O 0.0003 0 -0.0005
O -0.0007 0.0011 0.0021
O -0.0016 -0.0019 0.0042
O 0.0002 -0.0001 0.0004
O 0.0004 -0.0007 -0.001
O 0 0 0.0001
O 0.0001 0 0.0002
O 0.0019 -0.0007 -0.0001
O 0 -0.0005 0.0015
O 0 0.0002 0.0001
O -0.0003 -0.0001 -0.0007
O -0.0006 -0.0002 0.0008
O -0.0002 0 0.0001
O -0.0005 0.0002 -0.0011
O 0.0003 -0.0005 -0.0001
O 0.0005 -0.0005 -0.0007
O 0.0004 0 -0.0002
O -0.0008 0.0023 0.0024
O 0.001 -0.0005 0.0017
O 0.0004 -0.0001 0.0001
O 0.0004 -0.0004 -0.0005
O 0.0009 -0.001 0.002
O -0.0002 0 0.0004
O 0.0003 0.0002 0.0001
O -0.0007 0.0001 0.0008
O 0.0004 0.0007 0
O 0.0002 -0.0004 -0.0001
O -0.0002 -0.0001 0.0015
O -0.0001 0.0001 0.0003
O 0.0005 0 0.0004
O 0.0002 0 0
O -0.0001 0.0005 -0.0009
O 0.0003 0.0002 0.0007
O 0.0005 0.0003 -0.0005
O 0.0003 -0.0004 0.0002
O 0.0005 0.0014 -0.001
O 0.0001 0.0002 -0.0002
O -0.0002 0.0003 -0.0001
O -0.0006 0.0003 0.0011
O 0.0006 0.0003 0.0001
O 0.0001 -0.0003 -0.0002
O 0.0001 0.0003 0.0002
O 0.0002 -0.0001 0.0001
O 0.0012 0.0003 0.0019
O -0.0002 0.0001 0.0001
O 0.0003 -0.0004 -0.0001
O -0.0006 0.0002 0
O 0.0014 -0.0015 0.0009
O -0.0011 -0.0018 0.003
O 0 0.0001 0.0001
O 0.0003 0.0001 0.0001
O -0.0023 0.0015 0.002
O 0.0003 0.0005 -0.0005
O -0.001 0.0017 0.0037
O -0.0001 0.0002 0.0021
O -0.0004 -0.0001 0.0005
O 0.0001 0 0.0002
O -0.0036 -0.0003 0.0011
O 0 -0.0001 0.0001
O -0.0011 -0.0004 0.0004
O 0.0003 -0.0004 -0.0006
O -0.0003 0.0005 0.001
O 0.0001 0.0018 0.0003
O -0.0005 0.0005 -0.0011
O 0.0012 0.0007 0.0019

The program warned: the cutoff lies below the one the program advises for these potential files; the exchange-correlation potential is rough where the density is thin.
